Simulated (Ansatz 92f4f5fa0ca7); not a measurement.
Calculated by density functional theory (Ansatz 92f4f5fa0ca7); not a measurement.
Periodic cell of 224 atoms, Si133O90H1, from a study of silicon, its oxide and their interface. The atomic structure is a simulated model.
Doubt: the cutoff is far below the 930 eV that the study's wrapper takes by default for these files, so forces and energies are approximate.
This geometry differs little from another in the collection (a relaxation step or a small displacement).

Settings: functional PBE; potential files Ansatz PAW; basis plane waves; wave-function cutoff 580 eV; density cutoff ratio 5; exchange-correlation grid ratio 1; k mesh 1 x 1 x 1, Gamma-centred; self-consistency stop 5e-08 eV per atom in the density residual; occupations fixed; spin none; net charge +1 e, with a uniform compensating background and no finite-size correction.

Cell vectors (angstrom)
a	10.938	0	0
b	0	10.938	0
c	0	0	32.3581

Atoms and the computed forces on them: element, x, y, z (angstrom), force x, y, z (eV/angstrom)
Si	0.3455	-0.2939	24.7651	0.0088	-0.0162	-0.0055
Si	5.2896	0.2935	25.065	-0.0005	0.0113	-0.0487
Si	3.0747	2.4774	25.0285	0.0178	-0.0037	0.0329
Si	7.9492	2.9324	25.0198	-0.0148	0.0026	-0.0188
Si	-0.199	5.6644	24.7947	-0.0118	0.0169	-0.0063
Si	5.7614	5.1742	24.9135	0.0064	-0.0106	-0.0061
Si	2.6245	8.4048	24.6632	-0.0118	0.0086	-0.0169
Si	8.5001	7.9032	24.8445	0.0057	-0.0094	-0.0076
Si	1.4097	1.2951	26.1853	0.0089	-0.0088	0.0012
Si	6.8384	1.4055	26.391	0.0058	-0.0011	0.0027
Si	4.1787	4.0925	26.2943	0.0011	-0.0059	0.0003
Si	9.6085	4.1118	26.1915	-0.0054	0.0082	0.0068
Si	1.4241	6.8451	26.0688	-0.0053	0.0044	0.008
Si	6.9007	6.7983	26.1904	0.0109	-0.0091	0.0012
Si	4.1056	9.5342	26.1631	-0.0094	0.0028	0.01
Si	9.6545	9.5331	26.1232	0.0119	-0.0074	0.0005
Si	2.7559	-0.0468	27.5853	0.0025	0.001	-0.005
Si	8.2646	-0.05	27.5591	-0.0089	0.0089	0.0043
Si	0.0263	2.7023	27.5369	-0.0023	0.0037	0.0028
Si	5.473	2.7475	27.6926	-0.0059	0.0037	0.0019
Si	2.735	5.4821	27.5384	0.0017	-0.0007	-0.0013
Si	8.2345	5.4462	27.5953	-0.0001	0.0005	-0.0069
Si	0.05	8.1739	27.5408	0.0017	-0.0027	-0.0026
Si	5.4925	8.1769	27.5344	-0.0027	0.0028	0.0039
Si	4.1018	1.3673	28.9398	-0.2355	-0.2721	0.3995
Si	9.5708	1.3673	28.9398	0.1582	-0.0944	-0.1395
Si	1.3673	4.1018	28.9398	0.0322	-0.0193	-0.3083
Si	6.8362	4.1018	28.9398	0.3107	0.2572	0.6302
Si	4.1018	6.8362	28.9398	0.0164	0.0188	-0.2153
Si	9.5708	6.8362	28.9398	0.2261	0.0362	-0.0273
Si	1.3673	9.5708	28.9398	0.0123	-0.1733	0.0935
Si	6.8362	9.5708	28.9398	0.1104	-0.1511	-0.2431
Si	0	0	30.3071	0.0152	0.0165	-0.0185
Si	5.469	0	30.3071	-0.0367	0.0711	-0.012
Si	2.7345	2.7345	30.3071	-0.0125	-0.0512	0.0031
Si	8.2035	2.7345	30.3071	-0.0511	0.0767	-0.0011
Si	0	5.469	30.3071	-0.0585	0.0343	-0.0124
Si	5.469	5.469	30.3071	0.0658	0.0191	0.0028
Si	2.7345	8.2035	30.3071	-0.0305	0.0574	-0.0157
Si	8.2035	8.2035	30.3071	-0.0014	0.0123	-0.0165
Si	1.3673	1.3673	31.6743	-0.0225	-0.0054	-0.0022
Si	6.8362	1.3673	31.6743	0.0434	-0.0642	-0.0166
Si	4.1018	4.1018	31.6743	0.0212	0.0031	-0.0202
Si	9.5708	4.1018	31.6743	0.0323	-0.0439	-0.0164
Si	1.3673	6.8362	31.6743	0.0883	-0.0333	-0.0263
Si	6.8362	6.8362	31.6743	-0.0172	-0.0105	-0.0096
Si	4.1018	9.5708	31.6743	0.0008	-0.0448	-0.0234
Si	9.5708	9.5708	31.6743	-0.0128	0.0232	-0.0165
Si	2.7345	0	0.6835	0.0589	-0.0056	-0.014
Si	8.2035	0	0.6835	-0.0558	0.05	0.0066
Si	0	2.7345	0.6835	-0.0208	0.0235	0.0476
Si	5.469	2.7345	0.6835	-0.0433	0.0444	0.0382
Si	2.7345	5.469	0.6835	-0.0883	0.0385	0.0012
Si	8.2035	5.469	0.6835	0.0103	-0.0124	-0.018
Si	0	8.2035	0.6835	-0.0238	0.0094	0.0307
Si	5.469	8.2035	0.6835	0.0283	0.0216	0.0428
Si	4.1018	1.3673	2.0507	-0.1149	-0.1451	0.0172
Si	9.5708	1.3673	2.0507	-0.0158	-0.1468	-0.0114
Si	1.3673	4.1018	2.0507	0.144	0.0368	-0.0059
Si	6.8362	4.1018	2.0507	0.0622	0.0605	0.0226
Si	4.1018	6.8362	2.0507	-0.0285	-0.0667	0.0145
Si	9.5708	6.8362	2.0507	-0.1306	-0.1071	0.0043
Si	1.3673	9.5708	2.0507	0.0709	0.08	0.0011
Si	6.8362	9.5708	2.0507	0.1	0.0406	0.0109
Si	0	0	3.418	-0.0238	0.3025	-0.3629
Si	5.469	0	3.418	0.0572	0.1825	0.0025
Si	2.7345	2.7345	3.418	-0.2426	0.1104	-0.1208
Si	8.2035	2.7345	3.418	-0.1225	0.1095	0.3522
Si	0	5.469	3.418	-0.2029	-0.1938	0.1301
Si	5.469	5.469	3.418	-0.0092	-0.0809	0.1382
Si	2.7345	8.2035	3.418	0.0372	0.0292	0.0111
Si	8.2035	8.2035	3.418	-0.0629	-0.0465	-0.2999
Si	1.2246	1.4951	4.7719	-0.0019	-0.0029	-0.0052
Si	6.7992	1.3922	4.8242	0.0019	-0.0048	0.0081
Si	4.134	4.0299	4.7936	-0.0052	0.0079	0.0047
Si	9.5363	4.1149	4.8497	0.0065	-0.0004	0.0023
Si	1.3652	6.8214	4.7653	0.0035	0.0005	0.0068
Si	6.7887	6.9009	4.7822	0.0042	-0.0091	0.0041
Si	4.0746	9.62	4.773	0.0043	0.0007	0.004
Si	9.6093	9.5445	4.7197	-0.01	0.0133	0.0057
Si	2.6644	0.1352	5.9775	-0.002	0.0012	-0.0094
Si	8.1829	-0.0772	6.0303	0.0119	0.0033	-0.0309
Si	-0.1744	2.7246	6.3742	-0.0023	-0.0006	-0.0121
Si	5.4357	2.6855	6.3386	0.0038	0.0026	-0.0071
Si	2.6684	5.3624	6.065	0.0068	-0.0037	-0.0103
Si	8.1586	5.5347	6.1534	-0.0056	0.0047	-0.0103
Si	0.0377	8.2175	6.1228	-0.0035	-0.0188	-0.0189
Si	5.3829	8.2513	6.1918	-0.0086	0.0018	-0.0178
Si	3.6693	1.5553	7.56	-0.0137	0.001	0.0234
Si	9.628	0.8989	7.5896	-0.0006	-0.0076	0.0292
Si	1.5288	3.9026	7.5529	0.0024	-0.0055	0.0058
Si	6.5273	4.4623	7.4814	-0.0098	0.0054	0.0148
Si	4.1844	6.5829	7.3304	-0.0043	-0.0141	0.0164
Si	9.3579	7.1473	7.423	-0.0107	0.0026	0.0162
Si	1.1884	9.892	7.3066	0.0005	0.0421	0.0483
Si	7.0706	9.358	7.4273	0.0241	0.009	0.037
O	9.609	6.7848	24.2993	0.0005	-0.0091	0.0032
O	4.1778	1.3721	24.4635	0.0134	-0.0164	0.0043
O	8.1921	8.2231	7.9019	-0.0032	-0.0025	-0.0075
O	2.643	2.7733	8.0448	0.0082	-0.0033	-0.0056
O	6.8632	4.0352	24.4167	0.0065	-0.0026	0.0044
O	1.4697	9.5316	24.2136	0.0031	0.0063	0.0042
O	5.3573	5.5576	7.8709	0.005	-0.0018	-0.0051
O	0.0049	-0.0445	7.8639	0.0079	-0.0141	-0.0118
O	7.1199	4.0722	8.9699	-0.0007	0.0014	-0.0069
O	6.7035	10.223	8.821	-0.0044	-0.0048	-0.0048
O	10.1476	6.68	8.8075	-0.0034	0.0032	-0.0069
O	2.0579	9.5524	8.669	-0.0062	0.0018	-0.0195
O	3.8883	0.6348	8.9505	0.0014	0.0041	-0.0078
O	1.0508	4.7085	8.9362	-0.0014	0.0015	-0.0005
O	8.8754	0.8174	9.1056	-0.0023	-0.0027	-0.0031
O	3.3612	7.1158	8.6525	0.0035	-0.0011	-0.0056
O	7.7762	8.5336	23.4953	-0.0049	0.0069	-0.0029
O	8.5478	2.0793	23.7585	-0.0008	0.0059	0.0069
O	5.1059	5.7859	23.5343	-0.0022	0.0002	0.0023
O	2.4787	3.2564	23.7247	0.0095	-0.0236	-0.0052
O	10.6239	0.4208	23.4183	0.0014	0.0005	0.0005
O	0.4281	4.9504	23.4269	-0.0062	0.0061	0.0067
O	3.3819	7.7956	23.2837	-0.0031	0.0031	0.0081
O	6.1524	10.6648	23.7992	-0.0018	-0.0053	0.0116
Si	9.5748	2.5376	19.9482	0	-0.0016	-0.0003
Si	5.596	6.6991	19.6561	-0.002	0.0011	0.0008
Si	7.9933	3.4203	14.5469	-0.0039	0.0093	0.0066
Si	13.3458	3.249	13.3505	-0.002	-0.0019	0.0015
Si	4.6785	1.4302	13.6238	-0.0016	0.0042	0.0024
Si	5.0304	7.2169	14.3135	-0.0027	-0.0019	-0.0002
Si	4.0298	5.4771	12.2569	0.0007	0.0004	-0.0008
Si	4.0166	6.4549	22.5346	0.0033	-0.0041	0.0043
Si	9.5366	10.7926	14.3351	-0.0186	0.0648	-0.0208
Si	6.8285	5.5386	12.6304	-0.0031	-0.0018	-0.0011
Si	7.329	1.9137	12.1709	-0.0054	0.0003	-0.017
Si	3.3135	13.4959	17.8346	0.0003	0	-0.0026
Si	7.9937	4.3793	10.2862	-0.0014	-0.0008	0
Si	9.1793	7.806	14.6545	0.0132	0.0085	-0.029
Si	7.5585	0.5131	18.4905	0.0017	-0.0021	-0.001
Si	9.7948	5.1642	16.2497	0.0011	-0.0017	-0.0026
Si	7.6563	9.6621	16.3268	0.0031	0.0194	0.0045
Si	2.2002	11.3491	12.4294	-0.009	0.002	-0.0028
Si	7.9929	15.8429	18.7949	-0.0015	-0.0005	-0.0034
Si	12.4945	13.4823	20.0893	0.0016	-0.0017	-0.0061
Si	-1.6445	1.0794	22.7348	-0.0035	0.0036	0.0079
Si	4.9094	10.0239	15.4095	-0.0043	-0.002	-0.0043
Si	2.8614	10.9388	19.264	0.0014	0.0011	-0.0049
Si	5.5778	9.6567	20.1231	-0.0012	-0.0038	0.004
Si	10.7484	5.4487	9.6853	0.0042	-0.0034	-0.0007
Si	7.1084	9.8434	22.7978	-0.0203	0.0043	0.0142
Si	6.2793	13.8165	17.0268	-0.0023	0.001	-0.0016
Si	-3.1207	-0.1744	9.8916	-0.0001	0.0022	-0.0106
Si	1.7736	4.2814	16.0904	0.0015	-0.0028	-0.0029
Si	-1.6768	9.1469	11.9295	0.0031	0.0003	-0.0082
Si	1.0212	8.9308	14.2751	-0.0256	0.0164	0.0046
Si	3.5158	7.6335	10.1714	-0.0127	0.0042	0.0079
Si	1.7494	4.2871	22.7269	-0.0035	0.0306	0.005
Si	2.5323	9.1378	16.9854	0.0004	-0.0084	-0.0104
Si	14.0021	10.3537	9.6738	-0.0011	-0.0008	-0.0059
Si	4.0171	6.4051	17.0701	0.0005	-0.0008	-0.0034
Si	11.6941	-3.4911	11.7163	0.0179	0.0002	-0.0088
O	5.1055	6.6909	15.8635	-0.001	0.0023	0.0014
O	3.7331	2.6608	14.1206	0.0034	-0.0052	-0.002
O	6.6746	3.2029	15.4723	0.0013	-0.0014	-0.0022
O	3.9988	10.1104	20.0914	0.0033	-0.0011	0.0001
O	4.3005	6.4415	10.9681	-0.0038	-0.0029	0.0018
O	1.3377	3.3829	21.4431	-0.0127	-0.0069	-0.0247
O	4.1029	9.1743	10.2133	-0.0034	-0.0054	0.0001
O	-3.3829	-5.2161	11.1683	-0.0015	0.0015	0.0017
O	10.6827	-2.2802	11.3541	-0.003	0.0018	0.0031
O	9.2784	3.7569	15.5218	-0.0017	-0.0017	-0.0023
O	5.4454	4.693	12.4424	-0.0023	0.0058	-0.0038
O	3.5095	10.1613	16.1889	-0.003	-0.0048	-0.001
O	6.3994	6.8968	13.461	0.0013	0.0009	-0.0004
O	10.291	9.2004	14.7136	0.0395	-0.0419	-0.0032
O	6.0556	9.6099	16.4799	0.0024	0.0017	0.0025
O	9.7984	6.3903	15.1118	-0.0018	0.0038	-0.0012
O	13.7783	4.3509	12.1977	0.0012	0.0008	-0.0016
O	6.7511	1.3612	17.3526	-0.0008	-0.0011	-0.0011
O	1.5085	8.6755	15.7836	0.0056	0.0136	0.0243
O	1.9629	9.9021	18.3152	0.0033	-0.0048	-0.0036
O	14.1767	7.7768	17.4696	-0.0087	0	-0.0064
O	4.6933	14.0611	17.2107	-0.0003	-0.0008	0.0025
O	8.6903	12.3867	19.13	-0.0007	-0.001	-0.0004
O	5.8213	2.063	12.7057	0.0046	-0.0009	0.0003
O	8.2625	2.0843	13.578	0.006	-0.0104	0.003
O	2.7685	5.4533	22.2335	0.0039	0.0059	0.0001
O	8.9065	14.9727	19.835	0	0.0001	0.0005
O	2.0842	10.9321	10.8748	-0.0013	0.0009	0.0003
O	-3.105	4.7368	13.6238	0.002	-0.0007	0.0017
O	10.6028	11.8093	14.9775	-0.0168	-0.1091	-0.0393
O	7.794	3.1423	11.2835	-0.0049	-0.0118	0.0072
O	8.7784	8.0173	13.0789	0.0017	-0.0096	0.0224
O	2.759	14.1956	19.214	0.0016	-0.0008	-0.0006
O	12.4749	4.0444	14.4798	-0.0026	0.0019	-0.0004
O	8.2852	10.8296	22.2333	-0.0008	0.0006	-0.002
O	13.0607	7.7718	10.9784	-0.001	-0.0069	0.0031
O	12.5664	1.9408	12.7024	0.0013	-0.0008	-0.0033
O	8.1183	10.6472	15.0864	0.0193	-0.0051	-0.0042
O	4.7555	16.8894	18.4465	-0.0003	0.0002	0.0037
O	8.2982	10.1853	17.7187	-0.0095	-0.0035	-0.0118
O	5.304	11.4874	14.832	0.0001	0.0007	0.0008
O	3.7846	0.3752	12.7692	0.0128	-0.0002	0.0024
O	6.9934	14.8218	18.0499	-0.0002	-0.0001	0.0012
O	-1.4899	10.5937	12.7281	-0.0021	0.0047	0.0392
O	9.7139	2.0038	21.4664	0.0004	-0.0007	-0.0026
O	5.7732	8.2814	19.258	-0.0017	0.0034	0.0027
O	2.9555	5.3216	16.4898	0.002	0.0022	0.0023
O	-2.5831	-1.5557	10.6298	0.0027	-0.0068	0.0029
O	6.48	21.8212	19.5455	0.0025	0.001	-0.0019
O	11.9121	7.5734	13.3709	-0.0029	0.0022	-0.0046
O	6.1243	9.3322	21.6088	0.0092	0.0056	0.0069
O	2.1358	2.8168	16.7207	-0.0018	0.001	0.001
O	7.0991	16.9382	19.6245	0.0005	-0.0002	0.0008
O	7.278	11.5533	11.2173	-0.0023	0.0084	0.0086
O	8.9208	16.4964	17.5748	-0.0003	0.0012	0.0006
O	1.9528	0.9358	20.2587	0.0009	-0.0012	0.0007
O	3.7847	-4.4792	13.5619	0.002	0.0005	0.0009
O	8.1407	8.1799	15.8339	-0.0069	-0.005	0.0091
O	0.2167	6.0058	11.1918	0.0038	0.0027	0.0028
O	4.8092	8.8388	14.2795	0.0015	0.0028	0.0018
O	11.0672	13.5361	19.2838	-0.0042	0	-0.0015
O	4.7961	6.653	21.0876	-0.0003	0	-0.004
O	1.4897	10.2359	13.4468	-0.0077	-0.0061	0.0061
O	11.3281	4.9022	16.6864	-0.0025	0.0013	0.0011
O	3.5909	1.0011	18.1927	-0.0011	-0.0023	0.0025
O	9.5655	4.3647	9.9021	0.0004	-0.0022	0.0004
H	10.3736	12.7423	15.1207	-0.0087	0.072	0.0255

Results
free energy: -135754.725 eV
free energy less fixed offsets of H -15.97, O -568.88, Si -635.61 eV per atom: -3.425 eV

The program warned: the cutoff lies below the one the program advises for these potential files; the forces do not sum to zero within the program's tolerance; the exchange-correlation potential is rough where the density is thin.
